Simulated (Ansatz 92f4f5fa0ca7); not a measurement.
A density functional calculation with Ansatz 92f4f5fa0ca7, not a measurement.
Periodic cell of 166 atoms, Si98O68, from a study of silicon, its oxide and their interface. The atomic structure is a simulated model.

Settings: functional r2SCAN; potential files Ansatz norm-conserving; basis plane waves; wave-function cutoff 1300 eV; density cutoff ratio 4; exchange-correlation grid ratio 1; k mesh 2 x 2 x 1, shifted by 0.5 0.5 0.5 of a step; self-consistency stop 5e-08 eV per atom in the density residual; occupations Fermi-Dirac, 0.05 eV; spin none; net charge 0.

Cell vectors (angstrom)
a  10.88  0  0
b  0  10.88  0
c  0  0  24.3911

Atoms and the computed forces on them: element, x, y, z (angstrom), force x, y, z (eV/angstrom)
Si  -1.3205  0.1303  -0.2129  -0.2127  0.5899  -2.6642
Si  1.2636  2.2186  1.2096  2.0723  -1.9794  -0.4272
Si  -0.7925  3.9595  0.1152  2.1769  -0.9706  0.652
Si  2.9811  7.6948  -0.4126  -2.1697  -1.4289  -0.3267
Si  5.9789  -0.3777  -0.7747  -0.2538  1.1922  1.4348
Si  7.3397  1.9715  -0.2363  -1.6966  0.2547  2.618
Si  5.6366  4.5261  0.5176  0.9199  0.7743  -4.1642
Si  8.2306  9.7679  -1.9403  -2.5243  4.1416  2.1449
Si  -1.402  0.3528  2.0738  0.8189  2.1882  0.2235
Si  4.5671  4.3442  2.5284  1.2501  0.6434  0.206
Si  -0.1377  6.9452  0.2774  3.2895  -0.1134  0.5235
Si  5.1999  9.5652  1.4133  -2.2196  -0.1192  0.221
Si  6.4109  0.7032  1.969  -0.0725  1.6956  -2.1292
Si  8.693  2.7723  1.7046  -0.2375  -1.1659  0.3539
Si  7.5854  6.9633  1.4576  -2.7516  -1.8214  1.0987
Si  9.1418  8.3455  0.698  -0.9109  2.4398  1.7721
Si  2.0041  2.9142  3.5397  -1.475  -1.9765  -1.2948
Si  2.3779  -0.0129  2.5977  1.5418  -0.8938  -1.0723
Si  -0.5688  6.9225  3.1393  1.984  0.5609  0.4979
Si  2.9409  4.9181  4.0732  -1.6555  1.326  -2.6816
Si  4.7787  2.0799  2.8795  0.3591  0.4637  -0.18
Si  9.3145  -1.7112  3.1631  0.1957  -0.617  -0.812
Si  5.3123  7.2267  2.6405  0.2556  1.0931  -1.1335
Si  8.2501  6.4391  3.8896  -1.6599  -0.4293  0.3186
Si  2.0184  3.3566  5.8761  -0.7521  -0.0091  1.0901
Si  4.28  0.5749  4.4206  -0.8905  0.9979  -0.234
Si  1.222  8.808  3.7556  -0.0985  0.0527  -0.0304
Si  5.97  7.3472  4.8791  -0.2945  0.0345  0.0804
Si  6.4212  3.8796  4.1567  -0.0154  0.1845  -0.6358
Si  10.6575  1.7308  4.129  -0.4496  0.4988  -0.9734
Si  7.1248  10.0239  3.2821  0.2782  -1.1231  1.5794
Si  9.6982  6.6883  5.81  -1.3785  0.3553  0.2957
Si  0.1742  -0.3564  5.0668  -0.5437  -0.0791  0.8892
Si  3.6573  1.7584  6.366  0.536  0.3844  0.4538
Si  0.5376  5.5581  5.0428  1.8891  -0.7456  -0.5906
Si  3.4651  7.3146  4.9702  0.0859  0.7941  -1.2265
Si  6.8932  0.0777  5.641  -0.8178  -1.0279  -1.6421
Si  8.1397  2.2842  4.1298  0.9353  0.0343  -0.4645
Si  6.2439  5.1844  6.1195  -1.2928  -0.1942  0.8192
Si  7.8044  8.5185  5.6835  0.2378  -0.2397  -1.1864
Si  1.1714  0.3302  7.0713  0.2759  0.5048  0.9937
Si  3.6094  5.0893  6.0914  2.3111  0.5874  3.758
Si  1.7752  7.2784  6.4961  -1.0767  -0.5562  0.7177
Si  4.6422  9.4981  5.3371  0.7124  -1.4221  1.5304
Si  7.3988  1.8363  6.9643  0.6578  1.3684  1.6605
Si  9.4928  3.4863  6.9792  -1.2155  -0.0915  -0.0688
Si  6.9191  7.3234  7.3676  -0.4687  -0.4519  -0.0851
Si  9.1443  10.0544  6.5566  2.1474  -0.4039  -0.733
Si  0.6859  2.6699  7.9086  -1.153  -0.7189  -0.6485
Si  3.4413  -0.4637  7.5004  -0.0759  -0.4084  -0.5899
Si  -0.275  7.9746  7.6174  1.6657  2.3578  -2.6627
Si  2.8191  6.2424  8.3297  0.3354  -1.3367  0.6878
Si  5.4474  2.8592  8.1414  -0.0803  -1.0204  -1.3499
Si  8.3359  -0.1593  8.5043  -1.0056  1.5612  0.1923
Si  6.0027  8.1848  9.2562  1.3993  1.5734  -0.3003
Si  8.3326  5.5012  7.8802  1.6939  0.3174  -0.8449
Si  1.5311  4.1209  9.5104  -0.4265  1.4539  1.1925
Si  4.003  1.1454  9.082  3.2438  -1.4972  -1.423
Si  1.6852  9.3421  8.6249  -1.5801  -0.7645  1.3615
Si  4.2958  7.1801  10.1392  -3.2036  -1.28  -0.3067
Si  5.7306  5.0653  9.0182  1.084  0.7281  -0.5441
Si  9.5474  1.6198  9.4323  0.7088  1.1283  -0.7128
Si  6.1029  10.4713  9.4432  -1.1236  0.7768  -2.0388
Si  9.689  7.1723  9.3443  -1.9029  -0.556  0.9416
Si  0.3855  0.9237  11.6541  3.6641  -0.1808  2.1228
Si  3.0355  2.4995  10.445  -0.9946  4.0341  3.8057
Si  -0.0532  6.3023  11.0261  1.1818  -2.2264  1.1654
Si  1.9611  7.5798  11.1348  -0.2835  0.3713  0.7906
Si  7.1244  0.2561  11.3005  -1.251  0.266  2.4435
Si  7.9898  2.4354  11.0363  -1.3896  4.7669  1.1268
Si  5.2821  4.6759  11.3039  -2.2661  -2.8445  -0.8186
Si  8.3328  8.5611  10.7154  -0.3554  0.4626  -2.511
Si  -2.9688  4.1506  13.7383  2.707  -2.1754  -1.7345
Si  0.5895  6.9868  13.715  1.3455  3.2425  -3.3994
Si  3.6783  9.6617  15.1575  1.1471  -1.1147  -1.5793
Si  6.7693  6.785  13.1123  -1.597  4.1157  -3.303
Si  0.8935  5.251  17.1506  4.3953  1.7945  -0.2305
Si  8.6061  2.8455  17.6058  3.521  -0.7494  -0.7777
Si  5.6023  9.6422  13.5982  0.8372  0.2411  4.7723
Si  7.4543  1.1971  13.5618  2.8072  -0.4142  0.5137
Si  14.9545  9.5731  17.9334  1.203  0.3212  3.411
Si  11.5248  10.0716  14.4549  3.37  1.5402  1.17
Si  0.8032  2.3414  17.402  -0.3959  -0.7076  -3.4205
Si  -0.5651  5.2807  15.4987  -3.2735  -1.5981  -5.4116
Si  4.1643  -5.1848  22.2453  -3.2896  1.701  -2.4462
Si  9.8629  1.2599  15.4102  3.7506  1.039  -2.9909
Si  14.1805  -3.6233  16.8287  -1.7805  -2.5225  -0.1389
Si  1.232  10.4436  22.0866  1.6632  4.8862  2.6324
Si  6.2975  17.0198  20.1757  1.1543  1.0919  3.5201
Si  3.9053  0.9509  23.6453  -5.1409  0.4269  -0.156
Si  -0.1317  6.3845  19.7459  -4.2527  -0.5286  2.9816
Si  8.5405  -4.6721  17.3702  0.0354  -0.7867  1.8828
Si  5.811  7.3311  18.2974  0.8708  -1.8384  0.3675
Si  14.8546  2.8598  21.2505  -3.0159  1.0174  1.4847
Si  2.4445  0.7054  19.5182  -1.4145  0.5038  -1.7076
Si  10.5459  7.8726  21.6923  -4.8908  -4.9238  1.8744
Si  8.4622  4.8288  21.6569  2.6765  1.1404  3.7945
Si  6.82  3.1744  20.0436  0.4527  -1.8693  -0.9604
O  -2.2638  1.4229  -1.0301  1.3261  -0.3523  0.0615
O  2.7774  -0.0802  -1.561  -2.1645  -1.579  -1.8851
O  3.6294  4.5067  -3.1195  -0.2888  -2.692  -1.0044
O  0.7705  2.952  -0.1253  -3.7533  2.833  -0.2695
O  2.8436  1.9642  -3.9857  2.0414  1.9459  -0.1901
O  -0.2068  5.3944  0.5963  0.2233  -1.8171  0.8399
O  0.0349  11.1396  -1.134  2.2966  -1.3886  -2.0278
O  3.5432  -0.7125  1.4398  0.6157  -0.7668  1.6809
O  6.2417  3.2164  -0.3366  1.0998  -1.3902  0.56
O  7.6928  3.3735  -3.0125  1.7925  1.0843  -0.3322
O  16.3415  2.554  -3.6647  1.0129  -0.0397  -1.7803
O  9.0594  4.2605  -1.0385  -1.3046  0.9827  -3.9246
O  6.7221  4.6945  -4.8651  -1.2399  0.3542  -0.1382
O  9.5824  6.6616  -5.7577  -2.5869  -0.1405  -2.0499
O  6.7642  5.7113  0.6424  1.0127  0.0826  0.0978
O  0.8377  -0.0464  13.0826  -1.9791  1.4763  -3.6735
O  -4.4108  0.2608  14.3971  -0.6701  -2.8641  -0.0617
O  2.0547  1.7211  11.4738  -3.2066  -1.9827  0.55
O  3.8551  3.6674  11.582  1.3952  0.5787  -1.6249
O  1.1513  8.9917  10.3371  2.3846  0.0199  -0.4253
O  0.199  4.6672  11.1232  1.608  0.2874  -2.4806
O  2.0108  7.2958  12.8906  -0.6955  0.6998  -2.1966
O  4.542  10.1245  16.5063  -1.1973  0.5284  0.0639
O  5.7557  -0.7067  12.149  0.9603  0.2857  -2.4289
O  6.3139  3.4184  10.9175  2.3859  -0.9239  0.9888
O  9.3034  1.1544  13.8118  -2.1239  -0.2076  1.7484
O  7.5346  5.4091  9.2802  -3.3022  -1.7045  1.1575
O  5.5483  5.9313  12.3331  0.7896  -0.1469  0.0889
O  -2.2254  3.6548  12.2154  -2.6057  -0.8486  -0.7034
O  -0.2418  -0.1543  15.6313  -1.4753  -1.2993  -0.1383
O  -0.7413  6.8462  12.4765  2.568  0.4533  1.9976
O  6.3125  8.0141  14.0814  -0.9895  2.2703  -1.5915
O  8.4449  10.1744  11.0923  1.0733  -1.6542  1.4136
O  3.5454  8.0267  15.475  0.6786  1.7046  -0.9015
O  7.2374  5.6638  14.0736  2.233  -3.9609  0.3046
O  0.6251  8.513  14.5567  -2.1312  -4.6641  -0.8433
O  1.3372  10.9134  20.4944  -0.0579  -0.3555  0.792
O  -1.5764  4.1012  14.545  2.7478  2.8389  3.3647
O  24.5533  -4.0468  22.4159  2.4257  -1.1071  2.5474
O  12.3515  3.8119  17.405  1.0074  -1.3635  0.2881
O  5.3401  8.7838  18.6716  0.4475  1.4971  -0.9235
O  2.2921  10.3753  14.8462  0.2744  -0.5228  1.2728
O  2.0856  6.2416  16.1139  -0.3916  -0.4563  5.6297
O  10.2396  13.234  18.0835  -2.9894  1.9445  0.6869
O  12.5146  1.1363  18.0243  2.1265  -0.6719  2.7911
O  8.2616  4.4443  17.4181  1.4061  1.5849  -0.3473
O  7.5843  7.757  11.8115  -1.8807  -3.5438  4.4217
O  7.2235  13.5793  14.0929  -1.7139  2.3762  0.1644
O  14.5985  10.6443  19.1045  -1.1695  0.8762  -0.4523
O  11.4374  2.0891  15.7163  -2.8051  0.3528  1.6549
O  0.7887  5.4955  14.2636  -4.1914  0.3054  2.7447
O  -2.1922  1.8938  16.242  -1.8198  0.8217  1.902
O  -1.8291  6.4645  15.856  2.8782  -1.2741  -0.09
O  -3.6207  7.168  17.565  -0.0942  -0.4567  -0.7706
O  3.0096  -2.524  18.0533  -1.4712  -0.2773  -1.9955
O  4.6078  -4.3902  17.5322  -0.0632  0.5493  -0.8798
O  11.7464  5.7726  18.6977  1.9651  -0.0888  -0.2265
O  8.9887  -2.2997  21.9733  3.3801  -4.3576  -3.7635
O  2.4735  -9.6081  24.8764  1.3622  0.9731  0.6208
O  5.1075  6.4856  21.201  0.2919  0.2691  -0.5591
O  1.4837  7.3829  24.8341  0.9527  0.5649  -1.3171
O  9.8753  5.3821  20.9315  0.4483  -0.9449  -1.7608
O  3.6417  2.4092  22.8007  1.7895  -1.4037  -0.1854
O  4.9824  4.9449  23.3104  0.1917  0.5554  4.0934
O  11.4298  9.0697  21.7902  3.3963  1.5191  0.7941
O  10.3123  7.0005  23.1431  1.3717  0.6163  -4.4258
O  7.6206  6.2705  21.7056  -1.4011  -2.9764  -2.891
O  7.6269  2.3064  18.7155  -2.7673  0.8946  3.537

Results
free energy: -43013.040 eV
free energy less fixed offsets of O -463.61, Si -117.95 eV per atom: 71.540 eV
pressure: -3.19 GPa
stress xx, yy, zz, yz, xz, xy (GPa, positive in tension): 4.71, 2.42, 2.43, 1.77, -0.58, 0.46
